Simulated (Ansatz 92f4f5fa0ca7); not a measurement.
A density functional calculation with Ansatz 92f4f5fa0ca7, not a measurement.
Periodic cell of 214 atoms, Si128O86, from a study of silicon, its oxide and their interface. The atomic structure is a simulated model.
This geometry differs little from another in the collection (a relaxation step or a small displacement).

Settings: functional r2SCAN; potential files Ansatz PAW; basis plane waves; wave-function cutoff 800 eV; density cutoff ratio 5; exchange-correlation grid ratio 1; k mesh 1 x 1 x 1, shifted by 0.5 0.5 0 of a step; self-consistency stop 1e-10 eV per atom in the density residual; occupations fixed; spin none; net charge 0.

Cell vectors (angstrom)
a	10.88	0	0
b	0	10.88	0
c	-2.6705	3.8909	31.3731

Atoms: element, x, y, z (angstrom)
Si	7.8921	6.2989	-2.0381
Si	12.5819	8.7233	-2.8623
Si	8.2252	4.1025	1.4597
Si	6.8842	13.422	0.3783
Si	1.9469	7.5679	0.0784
Si	4.4738	10.5712	0.0826
Si	11.7375	14.2162	0.1538
Si	5.3991	4.3476	-1.7226
Si	8.1238	9.5593	1.3765
Si	9.5343	13.5748	2.7989
Si	8.6113	10.121	-8.2135
Si	10.9577	6.7507	1.3184
Si	2.7825	9.4437	1.2855
Si	5.4281	12.117	1.586
Si	13.4867	15.0303	1.4982
Si	5.4122	6.8273	1.4325
Si	6.8149	10.8069	2.9001
Si	10.7871	12.3135	1.2153
Si	6.8079	5.4644	2.7367
Si	9.5531	8.1704	2.6279
Si	12.2226	10.8935	2.5424
Si	14.8908	13.579	2.7451
Si	12.1931	16.3622	2.8897
Si	4.0946	8.1965	2.8171
Si	5.4324	9.4953	4.2282
Si	8.1737	12.2323	4.1506
Si	5.4223	14.9595	4.0538
Si	8.181	6.8336	4.0652
Si	10.8992	9.5425	3.9823
Si	13.5311	12.2096	4.0603
Si	10.8579	14.943	4.1857
Si	13.599	6.841	4.1508
Si	6.8249	8.1262	5.5105
Si	9.5639	10.8592	5.4253
Si	6.7811	13.6171	5.4317
Si	9.4846	16.3363	5.4807
Si	12.2148	8.2089	5.4278
Si	14.9125	10.9	5.481
Si	12.2368	13.5703	5.4942
Si	14.96	16.3152	5.4392
Si	8.2051	9.5281	6.8065
Si	10.8674	12.2055	6.8351
Si	8.1114	14.9615	6.8209
Si	10.8886	6.8239	6.7946
Si	13.5532	9.5255	6.8232
Si	5.4309	12.2809	6.7999
Si	13.6238	14.9568	6.8094
Si	5.4231	6.7646	6.8271
Si	6.8283	10.921	8.1193
Si	9.4823	13.5776	8.1531
Si	6.7382	16.2794	8.1982
Si	9.552	8.173	8.1744
Si	12.219	10.8625	8.2112
Si	4.1125	13.6389	8.1933
Si	12.2553	5.4486	8.1402
Si	14.9237	8.1504	8.1474
Si	5.4374	9.5583	9.401
Si	8.1335	12.2553	9.5768
Si	5.4222	14.9599	9.6595
Si	8.1356	6.7952	9.4231
Si	10.8813	9.5069	9.6102
Si	13.6228	12.2501	9.4684
Si	10.8807	14.9392	9.4418
Si	13.5992	6.7833	9.5548
Si	6.7703	8.1796	10.708
Si	9.485	10.8817	10.9408
Si	6.7957	13.5848	11.0282
Si	9.4652	5.4012	10.7283
Si	12.2524	8.1127	10.9528
Si	4.1306	10.9156	10.7883
Si	12.2601	13.5929	10.7917
Si	4.0541	16.3599	11.0107
Si	8.0388	9.4767	12.1821
Si	10.9201	12.261	12.1963
Si	8.2174	15.0085	12.2812
Si	10.7578	6.7027	12.1519
Si	2.8748	9.5019	12.154
Si	5.3991	12.1992	12.3483
Si	13.4961	14.9593	12.2739
Si	5.5197	6.9161	12.2254
Si	6.3489	10.3836	13.5658
Si	9.9956	14.0132	13.4836
Si	6.6259	8.319	0.0729
Si	8.9789	7.6856	13.3491
Si	1.6836	11.0484	13.3854
Si	3.7412	13.3743	13.5894
Si	9.5819	5.4159	19.7642
Si	4.621	8.6853	13.5359
Si	3.8817	7.506	15.4435
Si	10.0732	7.9093	21.4788
Si	7.2828	5.9489	13.4675
Si	8.5786	14.9033	22.2691
Si	5.1877	6.3131	-5.7106
Si	4.1361	11.0452	-7.6226
Si	13.0815	8.6894	-8.0975
Si	5.0751	13.9765	16.3617
Si	10.414	7.7919	16.0379
Si	11.5696	10.6674	21.1056
Si	12.6855	13.1544	-7.5236
Si	8.1298	6.9714	17.8425
Si	8.4941	10.4968	-5.1861
Si	7.1287	9.0754	21.504
Si	5.8131	5.8801	-8.6996
Si	11.9861	6.1741	15.3684
Si	7.8713	7.407	-4.9867
Si	4.4364	7.4323	21.1408
Si	13.0564	11.108	18.6523
Si	4.0276	8.6911	18.3994
Si	3.6472	5.8378	0.2504
Si	5.6692	11.6948	-5.0635
Si	8.6162	6.9863	-7.8219
Si	12.6599	14.8765	-5.1308
Si	3.1689	13.8545	18.7866
Si	12.2265	13.2596	-2.6669
Si	7.0669	11.7296	16.3333
Si	3.5973	4.4187	21.6264
Si	4.8685	14.5344	-4.5707
Si	9.0294	11.2387	-0.0311
Si	11.4518	4.1295	17.5715
Si	9.7112	13.1297	15.6552
Si	11.5003	10.5589	16.1216
Si	6.9373	9.762	18.6408
Si	11.6074	4.9197	13.4348
Si	13.0291	6.9982	-5.4396
Si	3.5762	11.1212	-2.7848
Si	9.883	5.0608	0.0692
Si	10.2889	10.9413	-2.7609
Si	6.3388	5.67	15.6235
O	6.9073	10.6985	15.0904
O	5.8258	14.15	-0.6181
O	4.1952	5.3067	-1.2212
O	12.1146	10.1615	14.6824
O	11.3793	9.7752	-2.813
O	7.3829	7.5956	-1.1945
O	12.567	13.9129	-1.2401
O	9.7409	6.0746	-8.5228
O	7.807	8.428	18.4213
O	9.5899	6.9813	17.1679
O	3.3765	14.6772	-5.1334
O	11.7404	11.2312	19.5985
O	13.3602	12.2384	-3.2014
O	7.916	12.396	-0.3877
O	4.2234	14.3573	17.6742
O	12.2322	5.2302	16.6812
O	7.2132	6.6432	-8.5365
O	4.2908	5.8769	21.5364
O	4.1898	14.0381	15.008
O	4.8619	14.3628	-2.9723
O	8.3691	8.9239	-4.906
O	12.5466	7.8129	-1.5305
O	5.3983	9.5206	18.2449
O	7.0211	6.6084	16.748
O	9.2379	4.2516	20.8229
O	10.626	11.631	21.9881
O	3.7486	6.857	-5.2457
O	5.6663	5.0137	-4.8837
O	8.5104	8.2706	21.5338
O	12.604	11.2037	17.1034
O	4.1601	7.5524	19.5429
O	10.4008	14.1627	16.6894
O	12.4407	7.7952	-4.1689
O	13.5336	12.2209	13.9987
O	13.3165	7.0027	14.9356
O	6.2884	7.4425	-5.3665
O	5.6573	12.4844	16.5534
O	5.0986	5.8431	-7.2531
O	12.5516	14.0568	18.236
O	7.1543	10.414	-8.8289
O	11.4862	12.351	-8.2351
O	4.8001	6.1717	15.5354
O	6.7012	5.2182	-2.0794
O	3.5368	9.5566	-7.8177
O	5.1936	10.9523	-6.4113
O	11.8742	9.7133	-8.3846
O	8.2073	5.8686	19.0225
O	5.5496	9.4458	-0.4725
O	10.9403	9.172	16.7395
O	13.041	4.5421	22.3721
O	13.062	10.6326	21.7192
O	12.0325	14.4796	-3.7015
O	8.8896	8.5455	-8.0766
O	9.2174	5.6448	-1.3473
O	12.709	7.7936	-6.8064
O	4.8137	11.2671	-3.78
O	10.8765	12.4111	-2.4535
O	9.335	10.5808	-1.5035
O	5.9267	7.989	21.4442
O	9.3934	8.2324	14.8489
O	3.9629	11.3821	-1.2402
O	3.4144	14.6696	20.1533
O	9.6481	11.0547	-4.2264
O	13.2442	14.3561	-8.4542
O	10.2786	6.7123	20.4243
O	2.9905	12.1044	-7.1986
O	10.652	4.8203	18.756
O	3.0566	9.5978	-2.9403
O	8.1528	12.8794	16.0108
O	8.8024	10.7798	-6.7452
O	5.5868	13.2917	-5.2844
O	12.0655	13.8305	-6.2019
O	12.3362	5.5345	-5.4954
O	6.9967	14.6679	22.1352
O	3.2722	12.2503	19.0064
O	3.6847	8.0998	16.9413
O	7.1738	11.2826	-4.7515
O	10.3632	11.6568	15.8338
O	7.4855	10.9438	17.6877
O	3.386	8.3032	22.03
O	7.0558	10.0852	20.2249
O	6.2913	4.1492	16.1793
O	8.2114	6.7053	-3.5735
O	10.9442	9.186	21.0585
O	8.6139	6.6652	-6.2292
O	2.852	9.667	18.8968

Results
free energy: -130929.468 eV
free energy less fixed offsets of O -570.45, Si -639.56 eV per atom: -7.088 eV

Forces (eV/angstrom), in the order of the atoms: element, x, y, z
Si	0.0007	0.0026	-0.0346
Si	-0.0174	0.0152	-0.0214
Si	0.001	-0.0011	0.0018
Si	-0.0037	-0.0026	-0.0166
Si	-0.0061	0.0069	-0.0452
Si	-0.0028	0.0076	-0.0369
Si	0.0149	-0.0039	-0.0266
Si	-0.0049	-0.0049	-0.0285
Si	-0.0028	-0.0009	0.0039
Si	0.002	0.0008	-0.0038
Si	0.0047	-0.0037	0.0289
Si	0.0012	-0.0006	0.0026
Si	-0.0001	-0.0043	0.0028
Si	0.0031	0.002	0.0057
Si	-0.0015	0	0.003
Si	-0.0028	0.0021	0.0045
Si	-0.0006	-0.0002	-0.0018
Si	-0.0033	0.0017	0.0007
Si	0.0003	-0.0005	-0.0016
Si	-0.0012	-0.0018	-0.0019
Si	0.0004	0	-0.0025
Si	0.0006	0.0004	-0.002
Si	-0.0021	0	-0.0028
Si	-0.0002	-0.0005	-0.0011
Si	-0.002	0.0001	0.0009
Si	-0.0016	0.0016	0.0006
Si	0.0003	-0.0015	-0.0003
Si	-0.001	-0.0004	-0.0009
Si	-0.0002	0.0012	0.0003
Si	-0.0007	-0.001	-0.0003
Si	-0.0015	0	-0.0012
Si	0.0009	0.0006	0.0005
Si	0.0001	0.0011	-0.0015
Si	-0.0012	-0.0012	-0.0017
Si	-0.0013	-0.0007	-0.0011
Si	-0.001	0.0006	-0.0019
Si	-0.0015	0.0002	-0.0014
Si	0	0.0011	-0.0019
Si	0.001	0.0003	-0.0016
Si	-0.0008	-0.0007	-0.0023
Si	-0.0006	0.0012	-0.0021
Si	-0.0004	0	-0.0017
Si	-0.0012	-0.0018	-0.0015
Si	0.0011	0.0011	-0.0028
Si	-0.0008	-0.0006	-0.0018
Si	0.0009	0.0005	-0.0024
Si	0.0002	0	-0.0018
Si	-0.0001	-0.0007	-0.0016
Si	-0.001	-0.0004	-0.0011
Si	-0.0014	-0.0014	-0.0015
Si	-0.0004	-0.0006	-0.0041
Si	0	0.0007	-0.0026
Si	0	-0.0006	-0.0022
Si	-0.0005	0.0001	-0.0023
Si	-0.0001	0.0007	-0.0013
Si	-0.0009	0.0007	-0.0016
Si	0	-0.0021	-0.0007
Si	0	0.0004	-0.0019
Si	-0.0009	0.0004	0.0005
Si	-0.0027	0.0005	0.0012
Si	-0.0007	-0.0003	0.0007
Si	-0.0004	0	0.0004
Si	-0.0008	0.0001	0.0001
Si	-0.0002	-0.0002	0.0004
Si	-0.0025	-0.0002	-0.0018
Si	-0.0008	0.0033	0.0001
Si	0.0012	-0.0017	0.0032
Si	0.0006	-0.0011	0.0008
Si	0.0017	0.0001	-0.0012
Si	-0.0003	-0.0007	-0.0007
Si	0.001	-0.0002	0
Si	-0.0011	0.0022	-0.0013
Si	0.0012	-0.0008	0.0035
Si	-0.0015	-0.0017	0.0013
Si	-0.0049	0.0024	-0.0027
Si	0.0022	-0.0012	0.0062
Si	-0.0017	-0.0009	0.0031
Si	0.0022	0.0011	0.0027
Si	0.0002	0.0011	-0.0007
Si	-0.0015	-0.0044	0.0067
Si	-0.0069	-0.0027	-0.024
Si	-0.0023	-0.0036	0.0067
Si	0.0054	-0.0013	-0.0287
Si	-0.0059	-0.0058	-0.0131
Si	0.0026	0.0046	-0.0223
Si	-0.0028	-0.0018	-0.0213
Si	0.0078	0.0012	0.0161
Si	-0.0035	-0.0057	0.0081
Si	0.0151	-0.0045	-0.0341
Si	0.0016	0.0044	0.0283
Si	-0.0046	-0.0023	0.0161
Si	-0.0022	-0.0084	0.0375
Si	0.0057	-0.0002	0.0171
Si	0.0071	-0.0031	0.0325
Si	-0.0012	0.0054	0.0272
Si	-0.0128	0.0052	-0.0217
Si	-0.0099	0.003	-0.0071
Si	0.0033	-0.0051	0.0322
Si	-0.0008	0.0009	0.0324
Si	0.0025	0.0005	-0.0053
Si	-0.0052	0.0006	0.0144
Si	0.014	-0.0057	0.032
Si	-0.0018	0.0007	0.0401
Si	-0.0069	-0.0016	-0.0116
Si	-0.0069	-0.0039	0.0018
Si	-0.0049	-0.0067	0.0349
Si	-0.0065	-0.0097	0.0198
Si	-0.0048	0.0005	0.0077
Si	0.0094	-0.0086	-0.029
Si	0.0014	0.0113	0.0063
Si	-0.0019	0.0023	0.0256
Si	-0.004	0.0013	0.0066
Si	0.0039	0.0015	0.0108
Si	-0.0004	-0.0058	-0.0234
Si	-0.0061	-0.005	-0.0175
Si	-0.0053	0.0009	0.0427
Si	0.0041	-0.0071	0.0167
Si	0.0047	-0.009	-0.0313
Si	-0.0096	0.0142	0.0141
Si	-0.0018	0.0039	-0.0232
Si	-0.0008	-0.0073	-0.0064
Si	-0.0055	-0.0043	0.0081
Si	-0.0005	0.0039	0.0031
Si	0.003	-0.0039	0.0117
Si	0.0056	-0.002	-0.0278
Si	-0.0103	0.007	-0.028
Si	0.0056	-0.013	-0.0221
Si	0	0.0195	-0.0288
O	0.0069	0.0099	0.0313
O	0.013	-0.018	0.0232
O	-0.0169	0.0109	0.0348
O	-0.0016	-0.0151	0.0135
O	0.0056	-0.0065	0.0113
O	-0.0101	0.0151	0.0281
O	-0.0101	0.0105	0.0409
O	0.0051	-0.0084	-0.0168
O	0.0045	-0.0058	0.0007
O	-0.0051	0.0047	-0.0013
O	-0.0085	0.0014	-0.0166
O	0.0017	0.0055	-0.0204
O	-0.0007	0.0053	0.0071
O	0.0018	-0.0018	0.0157
O	-0.0069	-0.0065	-0.0026
O	-0.0021	-0.0059	0.0088
O	-0.0061	-0.0008	-0.018
O	0.0022	0.0061	-0.0128
O	0.0151	-0.0002	0.0353
O	-0.0009	0.0023	0.0302
O	0.0001	0.0008	0.0031
O	0.008	-0.0112	0.0481
O	0.004	0.0051	0.0031
O	-0.0023	-0.0032	0.0022
O	0.0066	0.0014	-0.0235
O	0.0061	-0.0064	-0.0164
O	-0.0083	0.0033	-0.0017
O	0.0028	0.0082	-0.0138
O	-0.0092	0.0153	-0.0186
O	-0.0013	0.0069	0.0019
O	-0.001	0.0047	-0.0198
O	-0.0007	-0.0046	0.0049
O	-0.0015	0.005	0.008
O	-0.003	-0.0025	0.0106
O	-0.0051	-0.0033	0.003
O	-0.0044	-0.0021	-0.0047
O	-0.0008	0.0033	0.0031
O	0.0098	-0.007	-0.0268
O	0.0044	-0.0019	0.0005
O	-0.006	0.0037	-0.0163
O	-0.001	-0.0045	-0.0097
O	0.0145	-0.0006	0.0129
O	-0.0017	-0.0044	0.0062
O	0.0003	0.0009	-0.0092
O	-0.0042	0.0021	-0.0118
O	-0.0037	0.0077	-0.0142
O	0.0003	-0.0009	-0.004
O	0.0007	-0.0022	0.0171
O	0.0025	0.0065	0.0003
O	0.0096	-0.001	-0.0191
O	-0.011	0.0053	-0.0169
O	0.0045	-0.0016	0.0052
O	-0.0002	-0.0022	-0.008
O	0.0167	-0.0138	0.0342
O	0.0023	0.005	-0.0136
O	-0.0043	-0.0001	0.0061
O	0.0029	0.0092	0.0134
O	-0.0016	0.0057	0.0302
O	0.001	-0.0005	-0.0115
O	0.0111	-0.0011	0.0149
O	0.0103	-0.0095	0.0307
O	-0.0022	-0.0052	-0.0219
O	-0.0002	-0.0039	0.0056
O	-0.0023	0.0047	-0.0247
O	-0.003	-0.004	-0.0118
O	-0.0009	0.0023	-0.0074
O	-0.0004	-0.01	-0.0177
O	0.0044	-0.0002	0.0118
O	-0.0013	0.0027	0.0084
O	-0.0007	0.0019	-0.0141
O	0.0038	-0.01	0.0002
O	0.0038	-0.0029	-0.0174
O	-0.0023	0.0003	-0.0057
O	0.0067	0.0037	-0.0128
O	0.0053	0.0006	-0.0103
O	-0.0048	0.0038	0.0183
O	0.0044	-0.0051	-0.0032
O	-0.0145	0.0004	0.0122
O	0.0025	0.0003	0.0024
O	0.0052	-0.009	-0.0121
O	0.0008	0.0014	-0.0089
O	-0.0119	-0.0082	0.0102
O	-0.0005	-0.006	0.0169
O	-0.0041	-0.0002	-0.0078
O	-0.0005	-0.0033	-0.0105
O	0.0008	0.0019	-0.011

The program warned: the cutoff lies below the one the program advises for these potential files; the forces do not sum to zero within the program's tolerance; empty levels may hold ghost states of the PAW files; the exchange-correlation potential is rough where the density is thin.
